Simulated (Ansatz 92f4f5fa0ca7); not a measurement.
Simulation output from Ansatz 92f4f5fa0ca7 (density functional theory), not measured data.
Periodic cell of 220 atoms, Si132O88, from a study of silicon, its oxide and their interface. The atomic structure is a simulated model.
This geometry differs little from another in the collection (a relaxation step or a small displacement).

Settings: functional r2SCAN; potential files Ansatz PAW; basis plane waves; wave-function cutoff 800 eV; density cutoff ratio 5; exchange-correlation grid ratio 1; k mesh 1 x 1 x 1, shifted by 0.5 0.5 0 of a step; self-consistency stop 1e-10 eV per atom in the density residual; occupations fixed; spin none; net charge 0.

Cell vectors (angstrom)
a	10.88	0	0
b	0	10.88	0
c	0	0	32.0585

Atoms: element, x, y, z (angstrom)
Si	0.1661	-0.9549	-0.3545
Si	2.7423	2.414	0.0173
Si	1.0232	3.2129	-1.3182
Si	2.0787	7.6482	-0.0994
Si	4.6578	0.086	-0.249
Si	8.4637	4.1444	0.5008
Si	4.7907	6.228	-0.6804
Si	7.9018	8.1043	-0.1796
Si	1.5449	1.2156	1.5546
Si	3.9373	3.9947	1.1867
Si	0.9137	6.2187	1.2803
Si	3.8738	9.6416	1.5193
Si	6.9037	1.5247	1.3544
Si	10.7643	4.1409	0.6304
Si	6.3373	6.9512	1.0582
Si	9.3614	9.3519	1.1336
Si	0.1206	2.7297	2.5446
Si	2.7312	0.001	3.0473
Si	-0.1798	7.9537	2.524
Si	2.6936	5.4098	2.5988
Si	5.3505	2.7295	2.6329
Si	8.2476	0.0283	2.5409
Si	5.3908	8.3241	2.6494
Si	7.7471	5.4718	2.3525
Si	1.438	4.0161	4.0049
Si	4.1394	1.4112	4.1614
Si	1.2082	9.3649	3.9677
Si	4.0314	6.8524	3.9195
Si	6.686	4.1058	3.9434
Si	9.5331	1.4347	3.8881
Si	6.8695	9.5842	3.9492
Si	9.3171	6.6625	3.8423
Si	-0.0472	-0.0005	5.2618
Si	2.7318	2.723	5.4522
Si	-0.0541	5.3847	5.2321
Si	2.6536	8.1086	5.3276
Si	5.5187	0.0011	5.3867
Si	8.129	2.7453	5.2604
Si	5.3747	5.4785	5.3028
Si	8.1494	8.1358	5.2793
Si	1.3401	1.287	6.6712
Si	4.0889	4.1139	6.7283
Si	1.3141	6.7382	6.6666
Si	4.0748	9.4862	6.6348
Si	6.8547	1.3825	6.7145
Si	9.522	4.0416	6.6408
Si	6.7786	6.814	6.6328
Si	9.5112	9.5236	6.6516
Si	-0.0066	2.6656	8.015
Si	2.7222	-0.0574	8.0025
Si	0.0263	8.1842	8.0064
Si	2.7088	5.4204	8.073
Si	5.4778	2.7505	8.0461
Si	8.1916	-0.0063	8.07
Si	5.4437	8.1525	8.0077
Si	8.1889	5.4714	7.9549
Si	1.3719	3.9963	9.3835
Si	4.0898	1.3127	9.3039
Si	1.4221	9.4675	9.425
Si	4.1211	6.7961	9.3828
Si	6.8511	4.1593	9.3499
Si	9.5523	1.3469	9.4489
Si	6.8196	9.4837	9.3832
Si	9.5433	6.8247	9.3313
Si	0.0721	-0.0371	10.7836
Si	2.7785	2.6246	10.7185
Si	0.0329	5.4462	10.6498
Si	2.8008	8.0856	10.7956
Si	5.4101	-0.0491	10.6723
Si	8.1869	2.8316	10.7139
Si	5.5407	5.5126	10.763
Si	8.1955	8.1256	10.7595
Si	1.4516	1.2987	12.1596
Si	4.2088	4.0208	11.9506
Si	1.5437	6.5345	12.0663
Si	4.1885	9.4342	12.1408
Si	6.7054	1.45	11.8919
Si	9.5602	4.232	12.0769
Si	6.9186	6.8034	12.2574
Si	9.536	9.4999	12.105
Si	0.0997	2.8717	13.2861
Si	2.7591	-0.1929	13.4901
Si	0.5489	7.5719	13.8479
Si	2.8191	5.0796	13.4427
Si	5.5616	2.8353	13.3999
Si	8.1678	0.2058	13.1052
Si	5.7113	8.296	13.618
Si	8.3352	5.519	13.6808
Si	1.3141	4.0119	14.9156
Si	4.1376	0.8064	15.0465
Si	1.9496	9.0269	14.9773
Si	4.4092	7.2164	15.2554
Si	7.2142	3.7867	14.7335
Si	9.388	1.6727	14.3854
Si	6.8198	10.0975	14.6568
Si	11.3124	6.0311	15.7751
Si	6.5245	8.8494	18.8015
Si	-2.6468	-1.5109	16.3347
Si	1.4342	6.6045	18.7763
Si	2.1356	1.7768	17.1382
Si	-0.4926	-4.9391	24.9032
Si	5.6266	5.0889	17.2015
Si	7.2489	-12.1703	24.342
Si	-0.0611	10.7757	16.5983
Si	7.8197	-4.6722	18.8446
Si	3.8951	7.8512	19.8883
Si	5.801	-2.2583	26.87
Si	10.1381	0.6232	27.0443
Si	3.2386	5.1331	20.4767
Si	10.0629	-0.7554	24.539
Si	5.3688	0.5897	22.7422
Si	-0.8549	6.0443	20.7727
Si	-1.7731	6.4774	15.8707
Si	12.6662	10.6587	23.5787
Si	9.0256	7.6443	23.2616
Si	4.2059	13.8759	18.8628
Si	4.9109	2.5496	25.0182
Si	2.4774	4.0264	25.1653
Si	-7.1667	-0.5663	21.5354
Si	1.1649	5.0453	22.7259
Si	1.5038	6.5671	26.8478
Si	2.8495	9.3022	26.0229
Si	5.636	0.6554	19.9215
Si	11.4257	4.7581	28.969
Si	7.973	12.076	28.8527
Si	-0.1843	1.4028	29.7428
Si	3.0308	1.358	25.7351
Si	20.7664	-7.3645	26.5195
Si	-4.0058	14.287	27.2067
Si	6.3048	9.8183	29.7555
Si	6.2148	6.034	28.5098
Si	8.7048	5.8691	30.1795
O	-0.3422	-0.0422	-1.5849
O	1.0686	-0.0008	0.5642
O	4.6248	4.6993	-0.1554
O	-0.0129	6.6975	-5.8053
O	-0.7392	5.4509	-2.4188
O	-6.8149	3.9386	-7.2307
O	1.0965	8.6833	-0.923
O	3.3452	6.987	-0.8907
O	3.7643	1.3535	-0.7247
O	6.2736	2.8791	-6.248
O	5.8032	-3.792	-4.698
O	2.741	8.5434	1.0717
O	7.7691	6.2268	-3.1402
O	7.9681	4.7387	-0.9606
O	9.0005	7.1224	-0.9007
O	7.8423	13.5133	0.5886
O	3.7579	5.9987	14.4227
O	-5.3136	0.0759	15.3225
O	6.6125	10.3673	19.3588
O	-0.5481	0.7639	15.3408
O	3.2572	8.3035	15.6848
O	2.4435	7.8274	19.1475
O	1.1628	17.4113	17.183
O	6.4592	5.392	18.5566
O	8.3254	2.6449	15.1959
O	6.5435	4.3435	16.1065
O	8.5224	-4.6477	17.3754
O	11.8378	-1.2761	16.146
O	3.2788	11.7452	16.4217
O	5.4703	12.8443	18.9755
O	15.3554	13.1912	14.5404
O	8.9368	8.0817	15.6466
O	-0.6191	8.6224	13.2914
O	5.0592	6.4839	16.5679
O	4.4689	4.068	17.671
O	-3.8524	-1.9889	17.2857
O	-1.4504	10.1404	17.1804
O	0.8102	11.7862	17.5244
O	2.7919	2.2993	18.5063
O	1.7623	2.9931	16.1267
O	3.9117	-2.1591	21.2531
O	9.995	1.9572	26.1322
O	10.1315	-2.2514	23.9409
O	2.146	5.2294	19.2685
O	4.4285	8.978	26.1012
O	10.8386	-5.9901	21.6115
O	4.9818	-2.4687	18.8464
O	4.2931	6.3396	20.2979
O	2.502	5.3823	21.8891
O	-1.9217	-4.4712	24.3123
O	0.0863	-4.1075	19.6624
O	8.6794	0.3073	27.686
O	8.5216	10.6002	24.4484
O	-0.6229	4.3642	25.2086
O	7.4653	-3.1923	19.4584
O	11.4958	-4.68	23.7278
O	8.7639	-5.4224	19.9294
O	5.2649	1.9912	23.5397
O	4.0024	3.7221	20.3072
O	6.9622	-1.9528	25.7868
O	2.1486	8.0596	26.8118
O	9.4606	-3.7107	21.7926
O	4.0889	0.138	20.1034
O	13.1308	5.4406	25.9287
O	16.9162	-1.3765	28.2018
O	11.1885	11.8308	28.2364
O	12.3594	5.9659	28.3656
O	-3.267	8.4274	23.2584
O	19.2693	3.9065	26.9812
O	2.5952	1.0281	24.1866
O	1.6343	3.886	23.7652
O	6.0035	-0.4588	23.8016
O	2.7167	-0.0204	26.5841
O	4.8787	-0.8003	30.4651
O	5.9822	-6.2962	27.8425
O	5.3491	6.1947	29.8574
O	0.2072	0.0957	23.6382
O	2.249	-1.5087	24.4987
O	2.1777	10.4815	22.0246
O	2.1484	2.7098	26.1096
O	-4.6429	11.8543	21.4015
O	7.2398	0.2353	29.8824
O	17.9561	8.6803	30.5857
O	6.8627	13.0658	28.2559
O	9.1725	12.8957	29.584
O	-0.3218	10.2659	26.0881
O	6.1085	0.6305	32.3079
O	10.9168	3.8759	27.7079

Results
free energy: -134613.350 eV
free energy less fixed offsets of O -570.45, Si -639.56 eV per atom: 8.170 eV

Forces (eV/angstrom), in the order of the atoms: element, x, y, z
Si	-0.0043	0.0037	-0.0637
Si	0.007	0	-0.0049
Si	0	0.0023	0.0023
Si	0.0068	0.0232	-0.033
Si	0.0152	-0.011	-0.0392
Si	-0.0042	0.0031	-0.0306
Si	-0.0037	-0.0027	-0.0583
Si	-0.0146	0.0083	-0.0521
Si	0.0025	0.0229	-0.012
Si	-0.0061	-0.0044	-0.0158
Si	0.001	-0.0083	-0.0005
Si	-0.0206	0.0121	-0.0137
Si	-0.0011	-0.0035	-0.0262
Si	0.0053	-0.0096	-0.0094
Si	0.0022	-0.0009	0.0105
Si	-0.0074	0.0013	0.0065
Si	0.0066	0.0019	-0.0017
Si	-0.0037	-0.0101	0.0019
Si	0.0014	0.0043	-0.0026
Si	-0.0012	0.0013	0.0008
Si	0.0006	0.001	0.0019
Si	0.0016	-0.0041	-0.0027
Si	0.0045	-0.0049	0.0041
Si	0.0014	0.0016	0.0014
Si	-0.0038	-0.0009	0.0002
Si	0.0018	0.0043	-0.0003
Si	0.008	-0.0002	-0.0021
Si	-0.0011	0.0011	-0.0015
Si	0.0032	0.001	-0.0003
Si	0.0057	0.0013	0.0014
Si	0.0015	0.0024	-0.0013
Si	0.0001	-0.0021	0.0012
Si	-0.0023	0.0001	0.0008
Si	0.0009	-0.0009	0.0007
Si	-0.0002	0.0026	0.0015
Si	0.0008	-0.0008	0.0014
Si	-0.0025	-0.0042	-0.0016
Si	-0.0013	-0.0015	0.0004
Si	0.0005	0.0019	-0.0005
Si	0.0034	0.0001	0.0002
Si	-0.0007	0.0022	-0.0004
Si	0.0037	0.0016	0.001
Si	-0.0025	-0.0009	0.0019
Si	-0.0008	0.0015	-0.0003
Si	0.0036	0.0022	0.0001
Si	0.0019	0.0028	0.0003
Si	0.0013	-0.0001	0.0012
Si	-0.0031	-0.0006	0.0017
Si	-0.0016	-0.0006	-0.0008
Si	0.0025	-0.0043	-0.0002
Si	0.002	-0.0019	0.0008
Si	0.001	0.0015	0.0015
Si	-0.0005	-0.0022	0.0012
Si	0.002	0.0013	-0.0023
Si	-0.0012	0.0008	0.0009
Si	0.0015	0.0026	0.0014
Si	0.0012	-0.0002	0.0002
Si	-0.0008	0.0043	-0.0016
Si	0.0041	0.0003	-0.0015
Si	0.0001	-0.0018	-0.0002
Si	-0.0039	-0.0029	-0.0003
Si	-0.0022	-0.0012	-0.0024
Si	0.0042	-0.0012	0.0012
Si	-0.0011	-0.0029	-0.0003
Si	-0.0002	0.0006	0.0012
Si	0.0039	-0.0029	0.0036
Si	0.0002	0.0008	-0.0002
Si	0.0007	-0.0049	0.0001
Si	-0.0011	0.0014	0.0006
Si	0.0032	-0.0027	0.0051
Si	-0.0064	0.0067	0.003
Si	-0.0018	-0.0014	-0.003
Si	0.0035	0.005	0.0029
Si	0.0045	-0.0094	0.0045
Si	0.0149	-0.0006	0.0077
Si	0.0057	-0.0037	0.0067
Si	-0.0114	0.0029	0.0065
Si	0.0014	-0.0072	-0.0017
Si	0.0017	0.0026	0.0051
Si	0.0044	-0.0016	-0.0147
Si	-0.0032	0.0046	0.0028
Si	0.0042	-0.0097	0.0198
Si	0.0143	-0.0115	-0.0054
Si	0.0299	0.0669	0.0414
Si	-0.0022	0.0028	-0.0066
Si	0.0028	-0.0007	0.0039
Si	0.0031	0.0034	-0.0009
Si	0.0084	0.0009	0.0025
Si	0.0018	0.0019	-0.0278
Si	0.0022	-0.01	-0.047
Si	0.0102	0.0009	-0.0471
Si	-0.0439	-0.0254	-0.0608
Si	0.0092	0.0141	-0.0197
Si	0.0015	0.0026	-0.0143
Si	0.0086	-0.0009	-0.0206
Si	-0.0481	0.0109	-0.0362
Si	0.0159	-0.0121	-0.0664
Si	0.0178	0.0068	-0.0476
Si	-0.0087	0.0032	-0.0769
Si	-0.0074	-0.0095	-0.0597
Si	0.001	0.0159	-0.0627
Si	0.0163	0.0134	-0.0801
Si	0.0027	0.0002	-0.0495
Si	0.0047	-0.0081	-0.0399
Si	-0.0012	-0.0061	-0.081
Si	0.0006	-0.0178	-0.0699
Si	0.0055	0.0102	-0.0594
Si	0.0038	-0.0152	-0.0593
Si	0.0051	-0.0009	-0.0656
Si	-0.0002	-0.0126	-0.0448
Si	0.0131	-0.0007	-0.0499
Si	-0.0015	-0.0038	-0.0735
Si	0.022	-0.0092	-0.0383
Si	-0.0021	-0.0042	-0.0612
Si	0.0063	-0.0077	-0.0598
Si	-0.018	0.0129	-0.0667
Si	0.0061	-0.0001	-0.0599
Si	-0.0115	0	-0.0586
Si	-0.0041	-0.0174	-0.0508
Si	0.0017	0.0102	-0.0738
Si	-0.0067	0.0074	-0.0598
Si	-0.0114	-0.0006	-0.0439
Si	0.0096	0.0074	-0.0777
Si	-0.0012	0.0225	-0.0699
Si	-0.001	0.0025	-0.0411
Si	-0.0312	-0.018	-0.0666
Si	-0.0174	-0.013	-0.0272
Si	-0.0061	0.0043	-0.0543
Si	0.0044	-0.0017	-0.0391
Si	0.0017	0.0084	-0.0481
Si	0.0042	-0.0008	-0.0507
Si	-0.0008	-0.0014	-0.0538
O	0.0087	-0.0076	0.0385
O	0.0201	-0.0062	0.0252
O	0.0047	0.0016	0.0189
O	0.0101	-0.0026	0.0294
O	0.0015	-0.0116	0.034
O	0.0076	-0.007	0.0181
O	-0.0062	-0.0108	0.0156
O	-0.0001	-0.0094	0.0222
O	-0.0117	0.0084	0.0173
O	0.0085	0.0066	0.0262
O	0.0004	-0.0097	0.0252
O	0.0108	-0.0089	0.0219
O	0.0093	-0.0019	0.0248
O	0.0058	0.0001	0.0274
O	-0.0035	0.0059	0.0352
O	-0.0036	-0.0033	0.0174
O	0.0045	-0.0027	-0.0071
O	-0.0095	0.0134	0.0151
O	-0.0148	0.0204	0.0339
O	0.001	-0.0056	0.0166
O	-0.0036	-0.0222	0.0072
O	0.0166	0.0053	0.025
O	0.0295	0.0051	0.0569
O	0.0111	0.0071	0.0392
O	-0.0026	0.0054	0.017
O	-0.0205	0.0039	0.0413
O	-0.0361	0.0085	0.0764
O	-0.0146	0.0168	0.0274
O	-0.0132	0.018	0.0408
O	0.0077	-0.0219	0.0309
O	-0.0056	-0.0064	0.0113
O	-0.0156	-0.0197	0.0232
O	0.0057	-0.0083	0.0326
O	0.0027	-0.0211	0.0359
O	-0.0079	-0.0166	0.036
O	-0.0167	-0.0068	0.0488
O	-0.0131	-0.0099	0.0196
O	0.0087	0.0056	0.0217
O	0.0215	0.0077	0.0387
O	0.0034	-0.0156	0.034
O	-0.0142	0.0224	0.0383
O	-0.0031	0	0.0204
O	0.0019	0.0166	0.0217
O	0.0076	-0.0042	0.0341
O	0.0057	-0.0052	0.0218
O	0.0093	-0.0013	0.0397
O	-0.0109	0.0042	0.0383
O	-0.0035	0.0044	0.0269
O	-0.012	-0.0089	0.0406
O	-0.0008	-0.0071	0.025
O	-0.0027	-0.002	0.0314
O	-0.0057	0.0087	0.0282
O	0.0041	0.0049	0.0199
O	-0.0071	-0.0145	0.0316
O	0.0025	0.0014	0.0256
O	-0.0055	0.0021	0.0342
O	0.0019	-0.0064	0.0316
O	-0.0011	0.003	0.0411
O	-0.0016	0.0065	0.0311
O	-0.0148	-0.0079	0.0323
O	-0.0006	-0.0068	0.0144
O	-0.0067	0.0218	0.0529
O	-0.0048	-0.007	0.0368
O	0.0022	0.0097	0.0271
O	0.0064	0.0081	0.035
O	0.0011	0.0154	0.0515
O	-0.004	-0.022	0.0445
O	-0.0024	0.0096	0.0254
O	-0.002	-0.0014	0.0155
O	-0.002	0.014	0.0453
O	0.0044	-0.007	0.0378
O	0.0015	0.0046	0.0208
O	0.0044	0.0034	0.0144
O	-0.0069	0.0056	0.0316
O	-0.0031	0.01	0.0193
O	-0.0083	0.0044	0.0479
O	-0.0003	-0.0038	0.0241
O	0.0077	-0.0045	0.0287
O	-0.007	0.0126	0.0432
O	-0.0018	-0.0007	0.0243
O	-0.0103	0.0003	0.0502
O	-0.0091	-0.0037	0.0162
O	0.0129	-0.0117	0.0341
O	0.0076	-0.0087	0.0223
O	0.0219	-0.0005	0.0255
O	-0.0048	0.015	0.0263
O	-0.0008	-0.0027	0.0286
O	0.0123	0.005	0.0446

The program warned: the cutoff lies below the one the program advises for these potential files; the forces do not sum to zero within the program's tolerance; empty levels may hold ghost states of the PAW files; the exchange-correlation potential is rough where the density is thin.
